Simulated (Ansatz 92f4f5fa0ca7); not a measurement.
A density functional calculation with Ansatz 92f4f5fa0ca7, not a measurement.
Periodic cell of 215 atoms, Si131O82P2, from a study of silicon, its oxide and their interface. The atomic structure is a simulated model.
Doubt: the cutoff is far below the 930 eV that the study's wrapper takes by default for these files, so forces and energies are approximate.
This geometry differs little from another in the collection (a relaxation step or a small displacement).

Settings: functional PBE; potential files Ansatz PAW; basis plane waves; wave-function cutoff 580 eV; density cutoff ratio 5; exchange-correlation grid ratio 1; k mesh 1 x 1 x 1, Gamma-centred; self-consistency stop 5e-08 eV per atom in the density residual; occupations fixed; spin none; net charge 0.

Cell vectors (angstrom)
a  10.938  0  0
b  0  10.938  0
c  0  0  31.5432

Atoms and the computed forces on them: element, x, y, z (angstrom), force x, y, z (eV/angstrom)
Si  10.4021  0.5525  24.4416  -0.0044  0.0001  -0.0026
Si  6.0331  10.4817  24.1927  0.0003  0.0033  0.0026
Si  2.0425  3.2147  24.2137  0.0013  -0.0006  0.0027
Si  8.6887  2.2393  24.3785  -0.0019  0.0021  0.0002
Si  0.485  5.0388  24.2558  -0.0032  0.0023  -0.001
Si  5.0552  5.9214  24.3325  0.0033  0.0008  0.0044
Si  3.3993  7.635  24.2616  -0.0035  0.0029  0.0013
Si  7.8279  8.832  24.0661  0.0013  0.0029  -0.0019
Si  1.3279  1.4307  25.5255  -0.0018  0.001  0.0065
Si  6.8635  1.3147  25.4881  0.0044  -0.005  0.0009
P  3.9694  4.139  25.4088  -0.0164  0.018  0.0167
Si  9.6546  4.0816  25.4506  0.0015  -0.0024  0.0014
Si  1.5148  6.7848  25.4393  -0.0004  0.0015  -0.0004
Si  6.9189  6.9524  25.2954  -0.0037  -0.0003  0.0039
Si  4.2304  9.5215  25.3712  0.0023  -0.0038  0.0002
Si  9.5097  9.6238  25.497  -0.0033  0.0022  0.0025
Si  2.7878  -0.0234  26.6808  -0.0013  -0.0014  -0.0031
Si  8.185  -0.0039  26.9567  0.0005  0.0026  -0.0171
Si  0.0046  2.7646  26.9173  0.0001  -0.0002  -0.0103
Si  5.4197  2.7636  26.7096  0.0054  -0.0042  0.0054
P  2.7702  5.4403  26.8838  0.011  -0.0118  -0.0223
Si  8.2388  5.5225  26.661  0.0021  0.0007  -0.0039
Si  0.0456  8.1956  26.7127  0.0016  -0.0016  0
Si  5.5723  8.2173  26.7963  0.0015  0.0027  -0.0088
Si  4.099  1.3646  28.0888  0.0065  0.0042  0.0014
Si  9.5746  1.3766  28.2151  0.0026  0  0.0085
Si  1.3763  4.0971  28.2023  0.0004  -0.0026  0.0055
Si  6.8345  4.1491  28.037  -0.004  -0.0067  0.0027
Si  4.1926  6.8586  28.1126  0.0012  -0.0007  0.0069
Si  9.6021  6.8422  28.0846  0.0006  0.0023  0
Si  1.3966  9.5757  28.0774  -0.0027  -0.0015  -0.0001
Si  6.8369  9.5552  28.2356  -0.004  -0.0059  0.0081
Si  0.0242  -0.0156  29.4967  0.0003  -0.0003  -0.002
Si  5.4575  0.0142  29.5064  -0.0024  0.001  -0.0035
Si  2.7605  2.7193  29.5021  -0.0028  -0.0002  -0.0011
Si  8.1743  2.761  29.4814  -0.0014  0.0033  -0.0037
Si  0.0011  5.4961  29.5003  -0.0005  -0.0013  -0.0008
Si  5.4849  5.4537  29.4837  0.0017  0.0014  -0.0005
Si  2.7425  8.1885  29.4609  0.0004  0.0004  -0.0022
Si  8.2345  8.1769  29.5076  -0.0005  -0.0002  -0.0017
Si  1.3673  1.3673  30.8594  0.0621  -0.0218  0.0731
Si  6.8362  1.3673  30.8594  -0.1155  0.1396  -0.0358
Si  4.1018  4.1018  30.8594  0.1659  -0.0843  0.0595
Si  9.5708  4.1018  30.8594  -0.0477  0.0607  -0.1587
Si  1.3673  6.8362  30.8594  0.0589  0.1571  -0.031
Si  6.8362  6.8362  30.8594  0.0406  -0.1029  0.039
Si  4.1018  9.5708  30.8594  -0.1012  -0.0509  -0.1343
Si  9.5708  9.5708  30.8594  0.1524  -0.0741  0.0864
Si  2.7345  0  0.6835  0.0297  -0.1388  0.0554
Si  8.2035  0  0.6835  -0.1602  0.0633  -0.0516
Si  0  2.7345  0.6835  -0.1817  0.1059  -0.0233
Si  5.469  2.7345  0.6835  0.0903  -0.1156  0.0334
Si  2.7345  5.469  0.6835  -0.1933  0.1175  -0.0345
Si  8.2035  5.469  0.6835  0.0909  -0.1494  0.093
Si  0  8.2035  0.6835  0.1819  -0.0768  0.0583
Si  5.469  8.2035  0.6835  -0.0266  0.1601  -0.0464
Si  4.1178  1.3474  2.0567  0.0006  -0.0009  0.0019
Si  9.5419  1.3814  2.0459  -0.0015  0.0021  0.0007
Si  1.3332  4.1298  2.0587  -0.0021  0.0016  0.0004
Si  6.8551  4.0694  2.0581  0.0015  -0.0007  0.0022
Si  4.0793  6.86  2.0414  -0.0014  0.0024  0.0007
Si  9.5935  6.8131  2.0556  0.0015  -0.0019  0.001
Si  1.3744  9.5601  2.0606  0.0022  -0.0011  0.002
Si  6.8318  9.5718  2.0695  -0.0005  0.0007  0.0007
Si  -0.0435  -0.0125  3.3587  -0.0016  -0.0009  -0.0055
Si  5.4645  -0.0134  3.4918  0.0004  -0.0008  0.0001
Si  2.6976  2.717  3.3492  -0.0008  -0.0003  -0.0079
Si  8.188  2.697  3.5013  0.0003  -0.0004  -0.0005
Si  -0.0251  5.4685  3.5201  0.0014  -0.0008  -0.0004
Si  5.4593  5.4711  3.3329  0.0001  0  -0.0062
Si  2.7337  8.2046  3.4873  0.0003  -0.0004  -0.0005
Si  8.227  8.1826  3.388  -0.0014  0.0032  -0.0057
Si  1.293  1.3666  4.6898  0.0009  -0.0008  0.0077
Si  6.8392  1.3068  4.9228  -0.0008  0.0005  -0.0011
Si  4.0658  4.1152  4.6496  0.0013  0  0.0085
Si  9.5305  4.0663  4.9093  -0.0015  0.0006  -0.0009
Si  1.3511  6.8718  4.9015  -0.0007  0.0011  -0.0009
Si  6.8372  6.8011  4.6959  0.0004  -0.001  0.0075
Si  4.1026  9.5642  4.9  -0.0009  0.0009  -0.0012
Si  9.5732  9.5636  4.762  0.0008  -0.0008  0.0048
Si  2.6178  0.0411  6.1243  -0.0021  0.0021  -0.0007
Si  8.2255  -0.1315  6.2814  -0.0002  0  -0.0019
Si  -0.0202  2.6531  6.2149  -0.0005  0.0004  -0.0022
Si  5.3779  2.7711  6.0872  -0.0026  0.0027  -0.0005
Si  2.75  5.4298  6.1432  0  -0.0001  -0.0031
Si  8.0914  5.4402  6.1996  -0.0005  0.002  0.0001
Si  -0.0065  8.2947  6.2561  -0.0013  0.0006  0.0008
Si  5.5644  8.1513  6.1644  0.0004  -0.0006  -0.0024
Si  3.4752  1.9434  7.1938  0.0013  -0.002  -0.0016
Si  10.0188  0.8337  7.4883  0.0006  -0.0017  0.0015
Si  1.7731  3.6612  7.3688  0.0014  0  0.0029
Si  6.2041  4.5296  7.4074  0.0006  -0.0007  -0.0009
Si  4.631  6.3125  7.2694  0.0001  -0.0004  0.0029
Si  9.1575  7.1902  7.3515  -0.0001  -0.0003  -0.0011
Si  0.8908  10.1586  7.5417  0.0004  -0.0008  -0.0012
Si  7.4052  8.8917  7.5088  0.0013  -0.0012  0.002
O  4.5494  6.6164  8.8948  -0.0014  0  0.0004
O  1.4128  3.9842  8.9657  0.0001  0.0004  0.0001
O  9.721  6.5462  8.7772  0  0  0.0005
O  1.302  10.1126  9.1741  -0.0007  0.0001  0.0003
O  6.0701  4.2324  9.0516  -0.0008  0.0013  -0.0004
O  3.7163  1.631  8.7861  -0.002  0.0011  -0.0014
O  7.1269  8.9738  9.1596  0  -0.0007  -0.0024
O  9.6445  1.0886  9.0898  0.0003  0.0001  -0.0014
O  8.3086  2.5172  22.795  -0.0006  0.0007  -0.0032
O  11.0483  5.5916  22.7368  -0.0001  0.0007  0.0008
O  5.6233  0.0171  22.662  -0.0014  0.0001  -0.0031
O  5.2752  5.3104  22.8004  0.0007  -0.0023  -0.0048
O  2.2721  2.8291  22.6178  -0.0003  0.0008  0.0015
O  3.275  7.7869  22.6085  -0.0022  0.0013  -0.0029
O  8.3786  8.7421  22.4896  0.0011  -0.0007  -0.0013
O  -0.2032  11.2244  22.8481  0.0029  -0.0023  -0.0046
Si  2.1415  2.9704  12.9361  0  0  0.0001
Si  8.6818  1.3188  10.3801  -0.0007  0.0003  0.0005
Si  1.0533  4.4878  15.4044  -0.0004  0.0006  -0.0001
Si  7.5488  5.5816  12.2556  -0.0005  -0.0009  0.0002
Si  2.3981  8.1836  21.3004  0.0012  -0.0004  0.0012
Si  5.4206  7.7967  12.4985  -0.0011  -0.0005  -0.0004
Si  9.2642  0.4628  15.5376  -0.0007  0.0003  -0.0004
Si  2.9026  -0.0673  16.7126  -0.0006  0.0006  -0.0007
Si  10.4562  1.1618  12.6423  -0.0007  0  -0.0001
Si  7.7721  2.8243  21.3077  0.0005  0.0008  0.0016
Si  9.1343  8.7888  14.4945  0.0004  0.0001  0.0008
Si  1.4808  4.7731  10.3919  -0.0004  0.0016  -0.0007
Si  4.4765  9.4698  19.2037  -0.0003  0.0003  -0.0001
Si  11.0737  6.1018  21.189  -0.0014  0.0007  -0.0002
Si  6.6121  10.4433  14.8966  -0.0007  0.0006  0.0007
Si  5.398  0.7137  21.2195  -0.0005  0.0001  0.0001
Si  2.3406  9.8192  10.4111  0.0004  0.0005  -0.0008
Si  0.4224  10.6409  21.491  -0.0016  -0.0012  0.0034
Si  5.8373  5.2428  21.2713  0.0021  -0.0035  -0.0019
Si  3.6422  7.0905  10.1352  -0.0004  -0.0009  -0.0017
Si  9.0311  5.6916  14.9152  -0.0002  -0.0001  0.0002
Si  3.6564  4.0981  19.1897  0.0002  0.0002  -0.0017
Si  10.0382  3.6617  19.3803  -0.0008  0  -0.0013
Si  4.2549  8.6557  15.3968  0.0001  -0.0002  0.0002
Si  0.4532  1.9079  17.2161  -0.0004  0.0003  -0.0008
Si  6.7716  7.503  19.3841  0.0011  -0.0004  0.0001
Si  5.2652  3.6062  16.8341  0.0002  0.0007  -0.0003
Si  7.7842  5.0005  17.6143  -0.0008  -0.0013  -0.0004
Si  6.6586  9.9317  10.3958  0.0009  -0.0002  0.0012
Si  4.3778  1.0672  10.1295  -0.0005  -0.0001  0.0015
Si  -0.0362  9.0919  11.9357  0.0004  0.0006  -0.0008
Si  9.0991  8.6274  21.0203  -0.0009  -0.0027  0.0012
Si  4.5399  1.6628  14.6494  -0.0002  0.0002  0.0003
Si  2.4693  2.0985  21.159  0.0028  0.0004  -0.004
Si  6.3305  3.3541  10.4013  -0.0016  -0.0001  0.0007
Si  3.4347  5.9053  16.7987  0.0005  -0.0002  -0.0003
Si  9.8838  6.5362  10.3888  -0.0003  -0.0003  -0.0007
O  0.1315  2.6221  18.6485  -0.0004  0.0002  0.0007
O  2.9212  9.6204  15.6181  -0.0004  0.0001  0
O  10.8559  4.7894  20.2424  -0.0002  -0.0001  0.0003
O  7.5794  2.4215  9.9588  0.0008  -0.0008  -0.0004
O  10.9299  5.3387  10.8223  0  0.0003  -0.0002
O  6.5988  6.7453  12.9036  -0.0007  0.0005  0.0005
O  10.3345  8.0604  10.8078  0.0001  0.0007  0.0016
O  7.6638  9.4582  14.0417  -0.0001  -0.0002  0.0002
O  8.4332  6.2117  11.0453  0.0002  0.0004  -0.0004
O  5.3713  10.5089  20.0739  -0.0014  -0.0009  0.0001
O  2.1624  3.7335  11.4755  -0.0004  0.0007  -0.0007
O  7.9599  8.5323  19.8476  -0.0012  -0.0009  0.0007
O  6.1978  6.734  20.7194  0  0.002  0.0008
O  5.492  2.7031  15.4944  -0.0005  0.0004  0.0004
O  1.2996  0.962  20.8459  -0.0024  -0.0008  0.0006
O  6.0559  9.0636  11.6518  -0.0003  -0.0005  0.0013
O  4.6398  4.981  16.2107  -0.0007  0.0001  0.0006
O  6.6248  3.8577  17.7045  -0.0009  0.0003  0
O  10.506  10.667  11.8588  0.0007  -0.0014  0.0016
O  5.5702  0.4988  14.0533  -0.0004  -0.0001  0.0002
O  7.9967  5.1408  16.0199  -0.0006  -0.0001  0.0006
O  9.746  9.828  15.6066  -0.0008  0  -0.0006
O  -0.414  5.1396  15.2138  0.0005  -0.0001  -0.0001
O  1.5481  6.8607  20.8324  0  0.0023  0.0026
O  1.4923  0.618  17.238  -0.0003  -0.0002  0.0008
O  6.6004  1.766  20.8906  -0.0003  -0.0005  0.0011
O  1.0077  1.7843  12.8713  -0.0011  -0.0004  0.0006
O  3.2362  5.4978  18.3977  -0.0008  -0.0003  0.0005
O  9.5306  2.0155  11.6041  0.0007  -0.0008  0.001
O  1.0202  3.0839  16.2368  -0.0005  -0.0001  0.0005
O  8.56  5.135  13.4569  -0.0003  -0.0001  -0.0002
O  10.2725  8.5706  13.3402  -0.0003  0.0004  0
O  1.4504  9.4144  21.7902  -0.0027  0.0014  -0.0005
O  10.0899  9.924  20.6903  0.0019  0.0007  0.003
O  3.173  0.2279  10.8941  -0.0006  -0.0007  0.0007
O  5.075  2.3729  10.858  0  0.0011  0.0011
O  1.7021  4.1504  13.9588  -0.0008  0.0002  0.0005
O  7.9172  10.8755  10.8626  0.0006  0.0002  0.0005
O  9.1655  4.48  18.278  0.0003  0  0.0007
O  5.6353  9.4826  15.8159  -0.0006  -0.0001  0.0004
O  5.5259  -0.0217  9.7719  -0.0007  -0.0008  -0.0006
O  3.5782  2.3145  13.4671  -0.0003  0.0001  0.0003
O  1.9885  5.619  16.1063  -0.0007  -0.0004  -0.0004
O  9.6965  1.0704  14.0795  -0.0003  -0.0003  0.0006
O  4.4143  6.9465  11.549  0.0005  0.0002  -0.0006
O  4.74  4.5199  20.3231  -0.0008  0.0003  0.0004
O  9.9501  1.3416  16.6994  0  0.0002  0.0004
O  6.6742  4.3248  11.676  0.0002  0.0007  0.0007
O  5.558  8.3516  18.6873  -0.0012  0.0004  0.0004
O  9.051  2.7429  20.3001  -0.0009  0.0005  0.0015
O  3.5946  1.1185  15.8538  -0.0005  -0.0001  0.0003
O  4.2271  3.0827  18.0129  -0.0007  0.0002  0.0009
O  9.8977  7.2034  20.9737  0.0003  0.0017  0.0009
O  3.3455  8.6683  9.8522  -0.0007  0.0001  0.0012
O  3.9298  7.4115  16.41  -0.0003  0  0.0002
O  7.6308  0.4754  15.7499  0.0002  -0.0001  -0.0002
O  8.9351  7.3085  15.0943  -0.0002  0.0011  -0.0005
O  3.9407  1.4243  21.2104  0.0007  -0.0004  0.0005
O  1.59  9.1602  11.7244  -0.003  0.0007  0.0006
O  2.329  6.1512  10.2191  0.0003  -0.0018  0.0012
O  7.3148  6.4044  18.3027  -0.0013  0.0021  0.0022
O  7.2024  4.3537  21.2412  -0.0023  -0.0017  0.0008
O  4.5483  8.2394  13.8264  -0.0003  0.0002  0.0003
O  3.338  8.6888  20.0781  -0.0007  0.0008  0.0016
O  2.494  3.2574  19.9881  -0.0014  -0.0012  0.0016
O  3.7191  10.3104  18.0198  0  -0.0005  0.0015

Results
free energy: -131425.344 eV
free energy less fixed offsets of O -568.88, P -755.39, Si -635.61 eV per atom: -1.494 eV

The program warned: the cutoff lies below the one the program advises for these potential files; the exchange-correlation potential is rough where the density is thin.
